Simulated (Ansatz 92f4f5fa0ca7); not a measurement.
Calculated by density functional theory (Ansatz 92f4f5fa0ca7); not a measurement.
Periodic cell of 322 atoms, Si176O146, from a study of silicon, its oxide and their interface. The atomic structure is a simulated model.
Doubt: the cutoff is low for norm-conserving oxygen, so forces and energies are approximate.

Settings
functional: PBE
potential files: PseudoDojo norm-conserving
basis: plane waves
wave-function cutoff: 850 eV
density cutoff ratio: 4
exchange-correlation grid ratio: 1
k mesh: 1 x 1 x 1, Gamma-centred
self-consistency stop: 5e-08 eV per atom in the density residual
occupations: fixed
spin: none
net charge: 0

Cell vectors (angstrom)
a, 15.3871, 0, 0.0069
b, 0, 15.3871, 0.0195
c, -0.5955, -0.9376, 22.0816

Atoms and the computed forces on them: element, x, y, z (angstrom), force x, y, z (eV/angstrom)
Si, -2.3623, -1.6683, 14.8124, -0.0791, -0.179, 0.418
Si, -2.6976, 3.3895, 14.6368, 0.112, -0.117, 0.5415
Si, -2.6526, 6.5595, 14.6161, 0.0344, 0.157, 0.441
Si, -2.6025, -4.0763, 14.8546, 0.2415, 0.0943, 0.4682
Si, 1.2837, -1.3346, 14.5706, 0.0051, 0.1383, 0.5113
Si, 1.3744, 3.1539, 14.6632, -0.1087, -0.0906, 0.5354
Si, 1.8074, 6.2515, 14.227, 0.2517, -0.0222, 0.2904
Si, 1.3969, 10.9114, 14.717, -0.083, -0.0377, 0.5906
Si, 5.0448, -0.7386, 14.5537, 0.0607, -0.1737, 0.4813
Si, 5.0011, 2.4459, 14.5275, 0.1063, 0.1894, 0.5518
Si, 5.2111, 7.0081, 14.8213, 0.0187, -0.0414, 0.4734
Si, 5.2282, 10.1355, 14.8202, 0.0386, 0.0736, 0.6124
Si, 8.6793, -0.4995, 14.305, -0.3409, 0.0284, 0.306
Si, 8.987, 2.6495, 14.5732, -0.0923, 0.1052, 0.5357
Si, 9.0501, 7.1244, 14.8883, -0.0263, -0.0873, 0.514
Si, 7.1895, 10.5746, 15.9958, -0.0236, 0.0146, -0.0048
Si, -0.5308, -1.011, 16.0208, -0.0221, 0.0661, 0.0125
Si, -0.6672, 2.9595, 15.842, -0.02, -0.0183, 0.0121
Si, -0.6995, 6.8226, 15.8653, -0.2652, -0.0147, 0.3199
Si, -0.614, 10.605, 15.9331, -0.0415, -0.04, -0.0798
Si, 3.1773, -0.9891, 15.9026, -0.0372, 0.0117, 0.0392
Si, 3.2275, 2.8679, 16.0167, -0.043, -0.024, 0.0569
Si, 3.2799, 6.6599, 16.0151, -0.0219, 0.0029, 0.0565
Si, 3.2862, 10.5634, 16.0656, 0.0196, -0.021, 0.0321
Si, 6.9933, -0.932, 15.8398, -0.0422, -0.0162, 0.0166
Si, 6.9957, 2.9423, 15.7842, -0.0066, -0.0098, -0.0162
Si, 7.122, 6.7804, 16.1054, 0.0135, -0.0279, 0.0625
Si, 9.2039, 10.2408, 14.7961, -0.0494, 0.0994, 0.5171
Si, -4.2486, -1.0432, 16.0395, 0.3639, 0.1243, 0.3413
Si, 10.8527, 2.9403, 15.9982, -0.0359, -0.0577, 0.0925
Si, 10.9639, 6.8305, 16.1395, 0.0502, -0.0247, 0.0764
Si, 11.0177, 10.628, 16.2534, 0.0313, -0.005, 0.0324
Si, -0.0638, 1.9522, -4.848, -0.0008, 0.0076, -0.0318
Si, 0.0209, 5.7965, -4.808, -0.0328, -0.0007, -0.0139
Si, -0.0496, 9.613, -4.7623, 0.0259, 0.0018, -0.025
Si, 0.0227, -1.9806, -4.693, -0.0691, -0.0003, -0.0143
Si, 3.7708, 1.8653, -4.7849, 0.0194, -0.0163, 0.0058
Si, 3.8976, 5.7061, -4.6868, -0.0019, -0.0258, 0.0233
Si, 3.7692, 9.5408, -4.7326, 0.0326, 0.0183, 0.0341
Si, 3.8886, -1.9291, -4.7609, -0.0123, -0.003, 0.0196
Si, 7.6302, 1.9498, -4.8851, 0.0035, -0.0175, 0.0425
Si, 7.6584, 5.7164, -4.7768, 0.0089, 0.0101, -0.0055
Si, 7.7293, 9.636, -4.6488, -0.0043, 0.0216, 0.0641
Si, 7.7405, -1.8865, -4.8537, 0.0218, -0.0038, -0.0177
Si, 11.5629, 1.9069, -4.7651, -0.0315, 0.016, -0.0592
Si, 11.5047, 5.7767, -4.6811, 0.0305, 0.0029, 0.0049
Si, 11.6303, 9.6311, -4.5328, -0.0272, -0.0062, 0.012
Si, 11.5456, -1.9061, -4.5402, -0.0315, 0.0087, -0.0299
Si, -1.9205, 1.9438, -3.3573, -0.0212, -0.0083, -0.0285
Si, -1.8981, 5.707, -3.3787, -0.0103, 0.0007, -0.0429
Si, -1.8477, 9.5569, -3.2228, -0.0331, -0.0067, 0.0565
Si, -1.878, -1.9075, -3.2778, 0.0574, -0.0486, 0.0761
Si, 1.8442, 1.8568, -3.4673, 0.026, 0.0186, -0.0041
Si, 1.9318, 5.7614, -3.3859, -0.0275, 0.0257, 0
Si, 1.8708, 9.5888, -3.3807, 0.0043, -0.0101, 0.0056
Si, 1.9579, -2.0274, -3.4057, 0.0367, -0.0233, -0.024
Si, 5.7394, 1.9977, -3.4829, -0.0095, 0.0831, -0.05
Si, 5.7969, 5.7072, -3.3162, -0.037, -0.0059, 0.0128
Si, 5.7423, 9.5445, -3.4066, 0.016, -0.031, -0.0109
Si, 5.8321, -1.8114, -3.4801, -0.0075, 0.0047, 0.0248
Si, 9.5604, 1.8711, -3.4835, -0.0226, 0.0152, 0.0091
Si, 9.5583, 5.7888, -3.3836, 0.0391, 0.0394, 0.0264
Si, 9.6322, 9.6898, -3.2786, -0.0311, 0.0087, -0.0319
Si, 9.5644, -1.9324, -3.352, -0.0046, 0.0055, 0.0008
Si, -1.9139, 0.058, -1.9423, 0.01, -0.0025, 0.0307
Si, -1.9237, 3.8296, -1.9008, 0.0233, -0.0368, 0.0481
Si, -1.8744, 7.5457, -1.9358, -0.001, 0.0579, 0.0193
Si, -1.8763, 11.536, -1.9402, 0.0149, -0.013, -0.0407
Si, 1.8785, -0.1011, -2.1268, -0.0027, 0.0292, 0.047
Si, 1.8961, 3.7716, -2.1222, 0.0217, -0.0083, 0.0407
Si, 1.9505, 7.7099, -1.9878, 0.0046, -0.0586, 0.0898
Si, 1.9442, 11.4805, -1.982, -0.0473, -0.011, 0.002
Si, 5.758, 0.1498, -2.1199, -0.0473, -0.0474, 0.0625
Si, 5.766, 3.7918, -1.92, 0.0021, -0.0042, 0.0423
Si, 5.7905, 7.6238, -1.9731, 0.0495, 0.0746, 0.0859
Si, 5.8071, 11.5731, -2.2651, -0.0088, 0.0415, 0.0126
Si, 9.5727, -0.0431, -2.0366, 0.0098, 0.0387, 0.0175
Si, 9.5628, 3.8094, -2.1432, 0.0107, -0.0529, 0.0325
Si, 9.5948, 7.751, -2.0141, 0.008, -0.0711, 0.0527
Si, 9.5743, 11.5981, -1.8861, 0.0542, 0.0086, 0.0114
Si, 0.0632, -0.0502, -0.6389, -0.0305, 0.008, -0.0227
Si, 0.0966, 3.7739, -0.5973, -0.027, 0.0054, 0.0071
Si, 0.0641, 7.5835, -0.5651, -0.0203, -0.0802, -0.0386
Si, 0.048, 11.5096, -0.5746, 0.0017, 0.0125, 0.0627
Si, 3.7966, 0.0312, -0.7913, 0.0314, 0.0044, -0.063
Si, 3.749, 3.7435, -0.657, 0.0197, 0.0207, -0.0082
Si, 3.884, 7.6926, -0.5561, -0.021, 0.0039, 0.0013
Si, 3.9849, 11.5419, -0.8485, -0.0287, 0.0029, -0.0468
Si, 7.6295, 0.0702, -0.7183, -0.0131, -0.0078, -0.028
Si, 7.7628, 3.8312, -0.6038, -0.0287, 0.0519, 0.0607
Si, 7.7157, 7.7264, -0.5881, -0.0302, 0.0635, -0.0045
Si, 7.5376, -3.7869, -0.711, -0.0164, -0.0032, 0.0254
Si, 11.4874, 0.009, -0.6063, 0.0389, 0.016, -0.0357
Si, 11.3882, 3.8033, -0.6779, 0.0579, 0.0142, 0.0017
Si, 11.5099, 7.6254, -0.6527, 0.0105, -0.1057, -0.0271
Si, -3.8276, -3.8097, -0.6166, -0.0175, 0.0172, 0.0147
Si, 0.6952, 1.8146, 0.6315, 0.1556, 0.0309, -0.4768
Si, 0.8407, 5.6676, 0.6091, 0.0765, 0.0743, -0.5004
Si, -0.3512, 9.555, 0.663, 0.1276, -0.0325, -0.5742
Si, -0.2589, -1.9579, 0.7397, 0.1736, -0.0019, -0.7076
Si, 3.118, 1.8167, 0.6134, -0.0122, -0.0054, -0.0672
Si, 3.257, 5.6836, 0.5803, -0.1425, 0.053, -0.4868
Si, 3.1041, 8.6358, 4.4564, -0.1, 0.0342, -0.0879
Si, 4.3838, -1.9113, 0.3924, -0.0348, -0.0017, -0.0443
Si, 8.4298, 1.8799, 0.5682, 0.119, 0.0199, -0.4973
Si, 8.3422, 5.8002, 0.6422, 0.195, 0.0071, -0.5185
Si, 7.0794, 9.6849, 0.6098, 0.0114, -0.0999, -0.0168
Si, 6.7907, -1.819, 0.4102, -0.0013, 0.0588, -0.1486
Si, 10.8274, 1.9064, 0.6417, 0.051, 0.0186, -0.1016
Si, 10.7662, 5.7319, 0.5553, 0.0051, 0.0497, -0.0916
Si, -3.5305, 9.5731, 0.6117, -0.0878, 0.0107, -0.5744
Si, -3.4334, -1.8938, 0.733, -0.3106, 0.0344, -0.2593
Si, -0.7971, 2.0547, 3.4134, 0.0017, -0.0246, -0.1772
Si, -0.7352, 4.9939, 3.0952, -0.0797, 0.1831, 0.072
Si, 0.1413, 9.0259, 3.5727, 0.0335, -0.0524, -0.1002
Si, 1.5522, -1.9836, 3.4409, 0.1567, 0.0491, -0.1972
Si, 4.0632, 1.3355, 2.7202, -0.2006, 0.0469, -0.5086
Si, 4.1739, 6.1699, 3.5097, -0.0456, -0.0452, -0.1854
Si, 4.6513, 9.7322, 0.4801, 0.1727, -0.2442, -0.5302
Si, 3.7756, -1.7896, 2.6764, -0.1371, -0.0899, -0.3774
Si, 6.9888, 2.227, 3.2598, 0.1099, -0.0541, -0.1805
Si, 7.2319, 5.3752, 3.5892, 0.023, 0.0102, -0.208
Si, 7.5558, 10.3513, 2.8621, -0.0919, -0.206, -0.5173
Si, 7.7071, -1.8782, 2.5109, -0.2453, 0.0359, -0.4207
Si, 11.4545, 2.2468, 2.9198, -0.122, -0.0613, -0.4411
Si, -3.5151, 5.193, 2.5101, -0.2825, 0.0483, -0.4125
Si, 10.467, 10.238, 3.3096, -0.0579, -0.0131, -0.1211
Si, 10.7091, -1.991, 2.7113, 0.1823, -0.0206, -0.3103
Si, -0.2003, 4.6564, 10.6973, -0.023, -0.0526, 0.0455
Si, -3.6389, 1.1185, 10.2914, -0.0028, -0.0598, -0.0054
Si, -2.6329, 7.7664, 6.9644, -0.0178, 0.0045, -0.0349
Si, 3.51, 2.3034, 5.538, 0.0265, 0.0355, -0.0851
Si, 0.6155, 11.1602, 5.4058, -0.0482, 0.0855, -0.0964
Si, 9.0745, 1.5183, 9.6162, 0.0645, -0.0956, -0.0021
Si, 4.6783, 10.7805, 3.379, 0.1824, 0.0215, -0.2213
Si, -3.4489, 10.4746, 5.9144, 0.0247, -0.0197, -0.0812
Si, -2.3029, 5.963, 9.2488, 0.0428, 0.0127, -0.0263
Si, -1.7816, 6.6968, 4.2116, 0.1287, -0.2351, -0.134
Si, 5.1315, -1.7831, 11.5451, 0.0023, -0.0091, 0.2091
Si, -0.0343, -0.1588, 5.4403, 0.0027, -0.0286, -0.0763
Si, 3.5628, -1.4803, 9.1414, 0.0667, -0.0502, 0.0065
Si, 3.1728, 5.0644, 6.2167, 0.0005, 0.0243, -0.1002
Si, -1.6858, -2.7702, 9.5033, -0.0329, -0.017, 0.0783
Si, 1.836, 2.3604, 10.1266, -0.0841, -0.0198, 0.0589
Si, 1.602, 6.9855, 11.3009, 0.0245, -0.0345, 0.1214
Si, 4.6291, 3.1111, 11.4337, 0.0118, -0.0304, 0.1533
Si, 10.72, -0.1546, 7.8676, -0.0171, 0.0698, -0.0036
Si, 6.2979, -0.82, 7.8627, -0.0184, 0.0116, -0.0118
Si, -3.107, 7.5904, 11.6813, 0.0525, -0.009, 0.1808
Si, 7.2541, 8.3367, 7.6692, 0.0327, 0.0374, -0.0266
Si, 9.7726, 10.1985, 7.9921, 0.0413, -0.032, -0.0008
Si, -1.7343, 2.4279, 12.0737, 0.0374, 0.0191, 0.1109
Si, -3.474, 10.1003, 10.15, 0.037, 0.0645, 0.0782
Si, 5.6625, 3.755, 6.8694, -0.0624, -0.0347, -0.0519
Si, 1.9862, 9.7358, 7.7344, 0.0723, -0.0418, -0.0349
Si, 1.302, -3.5556, 9.7345, -0.0003, 0.0798, 0.0304
Si, 0.8228, 0.9772, 12.5555, 0.0526, -0.0167, 0.1393
Si, 2.6489, 6.9517, 8.4452, 0.0137, 0.0117, -0.0059
Si, 4.4356, 8.6567, 7.1995, -0.0349, 0.0529, -0.0459
Si, 10.5344, 0.0095, 4.9033, -0.0201, 0.0522, -0.1111
Si, 8.6384, 4.94, 12.6037, 0.0089, 0.0016, 0.1837
Si, 8.1081, -0.9543, 11.2796, 0.0194, 0.0112, 0.1267
Si, 8.9281, -2.3565, 8.8417, 0.0013, 0.1001, 0.0054
Si, 8.0804, 5.5532, 6.4042, 0.0006, 0.0257, -0.0839
Si, -3.1972, -1.3428, 11.9286, 0.1, -0.048, 0.1269
Si, 10.8935, -3.9431, 12.5986, 0.1063, -0.0355, 0.2514
Si, -1.5815, -2.5243, 6.486, 0.0279, -0.0207, -0.0243
Si, 1.9843, 0.7363, 7.583, -0.0837, 0.0662, -0.0723
Si, 5.6505, 5.7089, 12.0636, 0.0755, -0.02, 0.1504
Si, 2.0263, 9.8883, 11.8939, 0.023, 0.0082, 0.1192
Si, 6.3757, 2.0885, 9.2767, 0.004, -0.0665, 0.0045
Si, 7.4153, -0.1669, 5.0013, 0.0317, -0.0566, -0.0677
Si, 5.0474, 10.5943, 11.898, -0.0346, -0.0024, 0.0825
Si, 6.7357, 8.2488, 10.7694, 0.02, -0.0071, 0.0992
Si, 10.5275, 6.1784, 7.9598, 0.0361, 0.0263, 0.0246
Si, 9.4971, 6.9075, 10.7809, -0.0084, -0.0565, 0.0378
O, 0.4329, 7.0066, 14.6663, -0.0684, 0.2237, -0.1037
O, 9.9857, -1.2376, 14.891, 0.1037, -0.2284, -0.0351
O, 0.1226, 1.6024, 2.1621, 0.0645, -0.1899, 0.1351
O, 0.5216, 5.5426, 2.2279, 0.2482, 0.1147, 0.2583
O, 0.4666, 9.5512, 2.0763, 0.3224, 0.14, 0.0788
O, 1.522, 8.4203, 4.1751, 0.0038, -0.2399, 0.1026
O, 0.5804, -2.0031, 2.1299, 0.1705, -0.0053, 0.2614
O, 5.5286, 2.0097, 2.6195, -0.0423, 0.1281, -0.176
O, 3.8134, 5.443, 2.1134, 0.0813, -0.2197, 0.1336
O, 5.7291, 5.9103, 3.8424, 0.0374, 0.083, 0.1794
O, 4.1403, 10.263, 1.9425, -0.3074, 0.0687, 0.0258
O, 8.0587, 1.7294, 2.1577, 0.0871, -0.1064, 0.24
O, 7.8178, 5.9347, 2.194, -0.0653, 0.1702, 0.1563
O, 8.9165, 9.7701, 3.563, -0.0258, -0.317, 0.33
O, 9.2468, -1.3635, 2.347, 0.0989, 0.2869, -0.2036
O, -2.3499, 1.9054, 3.006, -0.0265, -0.1553, -0.0698
O, -1.9877, 4.7681, 2.0238, 0.1381, -0.1244, -0.2438
O, -1.9488, 9.5922, 1.0473, -0.0062, -0.0077, 0.2387
O, -1.8377, -1.9028, 1.1631, -0.1203, 0.0393, 0.2663
O, -2.2773, -1.1511, 13.2459, 0.3037, 0.2136, -0.1539
O, -2.8689, 2.599, 13.2115, -0.3444, -0.188, -0.107
O, -2.7238, 4.9732, 14.2149, -0.0504, 0.0266, -0.2151
O, -2.6386, 7.4403, 13.2253, 0.1138, 0.2332, -0.0823
O, 11.0232, -2.3575, 12.3767, -0.3447, 0.1863, -0.0297
O, -3.1359, 10.8991, 13.3557, 0.1495, -0.2601, -0.3207
O, 1.5887, 9.9085, 13.4495, -0.0677, -0.2638, -0.043
O, 1.342, -2.9218, 14.1489, 0.0017, 0.0034, -0.2558
O, 1.1799, -0.4716, 13.1775, 0.0463, -0.1413, -0.3016
O, 1.5858, 2.1167, 13.4182, 0.2641, -0.0338, -0.117
O, -2.3604, -4.2442, 9.5877, 0.1289, -0.1432, -0.1258
O, 2.3073, 6.7388, 12.7507, 0.3019, 0.1102, -0.1594
O, 1.4942, -4.1211, 11.2322, -0.1263, 0.2368, 0.1939
O, 4.9157, -1.5225, 13.1264, -0.1122, -0.1725, -0.0709
O, 5.1282, 0.8529, 14.2047, 0.0341, 0.0062, -0.2062
O, 4.6792, 3.0348, 13.049, -0.082, 0.1245, -0.1024
O, 5.8172, 2.2202, 10.7857, 0.172, -0.2111, 0.1956
O, 7.1732, 4.2255, 6.5928, 0.2041, -0.235, 0.0184
O, 5.0564, 6.024, 13.5342, -0.1602, -0.1875, -0.036
O, 5.2428, 10.9935, 13.4496, 0.0694, 0.3744, -0.0736
O, 5.2054, 8.5703, 14.3189, -0.0426, 0.0037, -0.2622
O, 6.536, -1.1861, 11.0595, -0.0443, 0.1053, -0.2054
O, 6.2618, 9.6538, 11.4031, 0.231, 0.1021, -0.0382
O, 8.9808, 1.0836, 14.1205, 0.1128, 0.044, -0.1992
O, 8.3892, -1.1138, 12.8479, 0.0106, -0.2545, -0.0944
O, 1.0625, 3.7566, 10.301, 0.161, 0.1321, -0.1151
O, 9.0888, 3.5066, 13.1805, 0.1476, -0.1385, -0.3096
O, 9.0732, 6.0741, 13.6617, 0.1397, -0.029, -0.1381
O, 5.0743, -3.3563, 11.147, 0.021, -0.0587, -0.3505
O, -0.4005, 3.5767, 3.7902, 0.1705, 0.0994, 0.4136
O, 1.0752, -0.801, 4.447, 0.1707, 0.1501, 0.053
O, -1.9499, 7.292, 8.3645, 0.3367, 0.2461, 0.1182
O, 1.4331, -3.3482, 4.3081, 0.2079, -0.1495, 0.0274
O, 3.2677, 1.9938, 3.9741, -0.3055, 0.1152, 0.0343
O, 4.246, -0.2585, 3.0488, 0.0881, -0.0178, 0.2135
O, 3.2084, 5.6643, 4.7079, -0.287, -0.0345, -0.0065
O, 3.8957, 7.7561, 3.3398, 0.1463, 0.1731, -0.2997
O, 3.6053, 10.1721, 4.4003, -0.2019, 0.2448, 0.3469
O, 4.6698, -2.9803, 3.4086, 0.1047, 0.1496, 0.3021
O, 7.1987, 1.3783, 4.6026, -0.0065, 0.1997, 0.3555
O, 7.2247, 3.7756, 3.5493, 0.0452, 0.0153, 0.1294
O, 8.1743, 5.8554, 4.813, 0.3281, 0.2366, -0.0208
O, -1.0768, 7.9772, 3.5022, -0.1513, 0.0496, -0.1681
O, 7.7718, -3.4424, 2.8693, 0.0645, -0.0189, 0.2045
O, 9.4163, 0.7627, 8.2142, -0.2546, 0.0948, -0.2949
O, 10.6644, 1.4054, 4.0754, -0.1553, 0.1304, 0.2257
O, 1.3566, 8.5841, 11.2079, -0.2788, 0.1006, -0.2429
O, 11.2177, 3.85, 3.2066, -0.2634, 0.0625, 0.3168
O, -3.2932, 6.3942, 3.6113, -0.2486, 0.2782, 0.2492
O, 10.5655, -3.5505, 3.1109, 0.0112, 0.0266, 0.1294
O, -3.8869, 9.8549, 4.4804, 0.2006, -0.2811, 0.0195
O, 7.4384, 6.8255, 7.1527, -0.1389, -0.0498, 0.0599
O, 11.2307, -1.1541, 4.0063, 0.3527, -0.0539, 0.2087
O, 10.4647, 2.1077, 10.1931, 0.022, 0.5203, 0.1543
O, -0.9897, 3.8435, 11.8561, -0.0109, 0.2172, 0.174
O, 4.6962, 5.0395, 6.7767, 0.1617, 0.347, 0.164
O, 5.0766, 2.6864, 5.784, 0.2929, -0.1864, -0.1938
O, 1.5637, 10.1844, 6.2499, 0.1325, -0.1339, -0.0846
O, -0.1729, -3.3256, 6.4559, 0.1543, 0.0418, 0.2821
O, 0.6263, 0.229, 6.866, -0.1753, -0.0147, 0.2485
O, -3.8768, 0.0528, 11.492, -0.2428, 0.1218, 0.1779
O, 0.248, 6.0979, 11.2879, -0.2468, 0.1365, 0.1114
O, 3.6102, 9.937, 7.7856, 0.2683, 0.437, 0.1976
O, 8.9988, -0.3686, 5.2619, 0.0124, -0.1498, 0.2113
O, 6.4898, -0.5221, 6.2757, -0.225, -0.0486, -0.0323
O, 9.7284, 6.8898, 9.1818, -0.1489, 0.1369, -0.1156
O, 10.9265, 9.5732, 8.9703, -0.0152, -0.2567, -0.0516
O, 8.6404, 9.1448, 7.5163, 0.0614, -0.0113, -0.1685
O, -1.8708, 6.9555, 5.7941, 0.2351, -0.188, 0.1849
O, 10.6753, 7.5911, 11.6269, -0.1505, 0.2168, 0.1942
O, 10.5534, 10.7454, 6.698, -0.2039, 0.2463, -0.1209
O, -1.0938, 4.9013, 9.3576, 0.0773, -0.2327, -0.3992
O, -3.6288, 5.3049, 8.5663, -0.043, -0.4962, -0.0161
O, -1.9936, -2.2001, 8.0144, -0.1854, 0.2353, 0.0292
O, -2.3291, -1.8684, 10.6735, 0.1327, 0.0743, -0.1006
O, 6.2897, 0.5863, 8.6784, -0.0476, -0.0235, 0.0217
O, 9.006, -3.9487, 8.6576, -0.2225, -0.098, 0.1403
O, 2.611, 3.5573, 6.0264, -0.4663, -0.0286, 0.0839
O, 2.2989, 5.7929, 7.3581, -0.3588, -0.1135, 0.0582
O, 5.7387, 7.0845, 11.2461, -0.2564, 0.0752, -0.1564
O, 1.1305, 10.573, 8.779, -0.2975, -0.1277, 0.0229
O, 1.7492, 2.0062, 8.5546, -0.0973, 0.2395, -0.1654
O, 4.763, 4.7041, 11.1692, -0.2183, 0.1797, -0.3835
O, 2.5778, -0.39, 8.5334, -0.1042, -0.0443, 0.095
O, 9.5349, 5.2839, 7.0619, 0.1315, -0.3714, -0.0902
O, 6.7547, 8.3893, 9.1854, -0.1315, 0.0595, -0.0532
O, 8.9469, -2.042, 10.4305, 0.2086, -0.2791, 0.1477
O, 10.2331, -1.6841, 8.1282, 0.1931, -0.2724, -0.1178
O, 8.4884, 0.509, 10.7344, -0.0606, 0.1588, 0.1651
O, 9.1128, 8.6661, 14.3272, -0.0091, -0.002, -0.2699
O, 7.5433, -1.7707, 8.2546, -0.0778, -0.1461, -0.0875
O, -2.3306, 1.98, 10.6414, 0.1754, 0.1354, -0.3611
O, -0.5535, 1.1783, 4.7258, -0.072, 0.1053, 0.2466
O, 10.8565, 10.7654, 11.1741, -0.341, -0.0394, -0.2171
O, -0.7583, 1.2771, 12.6548, -0.2132, -0.2412, 0.1358
O, 3.6376, 9.8225, 11.6949, 0.0452, -0.2363, -0.1706
O, 1.4862, 4.6649, 14.0578, -0.0613, 0.031, -0.2192
O, 3.3114, 2.5741, 10.7092, 0.0468, -0.0727, -0.0829
O, 3.9892, -1.0625, 10.6525, -0.2139, 0.3119, 0.1485
O, 7.0032, -1.095, 3.739, -0.3151, -0.0008, 0.1333
O, 11.2502, 0.0709, 6.359, 0.3668, 0.0938, 0.0106
O, 5.5414, 3.0902, 8.332, -0.2169, 0.1157, 0.1502
O, 3.0794, 1.0438, 6.435, 0.184, -0.2996, -0.0482
O, 4.1925, 7.4531, 8.2711, 0.3371, -0.2023, 0.2807
O, 9.3556, 5.3461, 11.2163, 0.1598, -0.3282, -0.3358
O, 7.9241, 2.5921, 9.3072, 0.0965, 0.4831, -0.0919
O, -2.5892, 6.3524, 10.7906, 0.0674, -0.2376, 0.1625
O, 1.2137, 1.1328, 10.9966, -0.0244, -0.3064, -0.2602
O, 9.5422, -4.2735, 13.4296, -0.2851, 0.1568, -0.2144
O, 8.2224, 7.8013, 11.2032, 0.0535, 0.1868, 0.2041
O, -0.373, 10.2316, 4.5228, -0.4177, 0.0682, 0.0519
O, 5.9809, 8.971, 6.8665, 0.1404, 0.2571, -0.2829
O, -2.6773, -3.4909, 5.7816, -0.106, 0.1219, -0.2052
O, -3.495, 0.3192, 8.885, 0.3871, -0.0839, -0.1579
O, 2.6382, -2.803, 9.2329, 0.115, -0.1211, -0.131
O, 3.6249, 8.1189, 5.8935, -0.0367, -0.2677, 0.0764
O, 11.1876, 7.3293, 7.017, -0.2771, 0.151, -0.2507
O, 2.4402, 6.5228, 9.9892, 0.1943, -0.2531, 0.0359
O, 1.6625, 8.1833, 8.054, -0.4316, -0.102, 0.0054
O, 7.0557, 4.9593, 12.3432, -0.0875, -0.1931, -0.0608
O, -2.5382, 9.3587, 6.6794, 0.2792, 0.1422, 0.1446
O, 10.9342, 9.4945, 1.9549, -0.1497, -0.2504, 0.0989
O, 4.8974, -1.5888, 8.203, -0.0176, -0.2542, -0.1937
O, 6.1541, 10.1493, 3.6814, 0.0452, -0.2088, 0.4012
O, -0.0798, -2.7275, 9.7025, 0.0654, 0.2484, 0.0751
O, -1.3014, -1.1504, 5.6753, -0.3089, 0.0814, -0.1285
O, -2.6415, 8.9494, 10.9329, 0.3732, 0.0836, -0.0296

Results
free energy: -86211.813 eV
free energy less fixed offsets of O -452.00, Si -114.88 eV per atom: -0.933 eV

The program warned: the cutoff lies below the one the program advises for these potential files; the forces do not sum to zero within the program's tolerance.
